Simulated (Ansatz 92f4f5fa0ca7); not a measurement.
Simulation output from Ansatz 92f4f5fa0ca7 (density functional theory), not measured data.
Periodic cell of 222 atoms, Si131O89As1H1, from a study of silicon, its oxide and their interface. The atomic structure is a simulated model.
Doubt: the cutoff is far below the 930 eV that the study's wrapper takes by default for these files, so forces and energies are approximate.
This geometry differs little from another in the collection (a relaxation step or a small displacement).

Settings: functional PBE; potential files Ansatz PAW; basis plane waves; wave-function cutoff 580 eV; density cutoff ratio 5; exchange-correlation grid ratio 1; k mesh 1 x 1 x 1, Gamma-centred; self-consistency stop 5e-08 eV per atom in the density residual; occupations fixed; spin none; net charge 0.

Cell vectors (angstrom)
a  10.938  0  0
b  0  10.938  0
c  0  0  32.7145

Atoms: element, x, y, z (angstrom)
Si  -0.0607  0.243  25.1116
Si  5.7115  -0.1898  25.176
Si  2.4117  2.9593  25.2598
Si  8.5339  2.4249  25.0448
Si  0.3349  5.3391  25.2841
Si  5.1675  5.7959  25.2635
Si  3.0162  7.9957  25.6418
Si  7.9034  8.4551  25.2304
Si  1.3335  1.3934  26.6201
Si  6.9256  1.3713  26.4631
Si  4.1114  4.0734  26.4945
Si  9.5738  4.1123  26.4154
Si  1.416  6.7721  26.7727
Si  6.8078  6.8709  26.5875
Si  4.2295  9.6475  26.6848
Si  9.6311  9.5732  26.4129
Si  2.7329  0.0241  27.946
Si  8.2559  -0.0247  27.8764
Si  -0.0536  2.7711  27.932
Si  5.5075  2.7103  27.8641
Si  2.8033  5.3837  28.0052
Si  8.2112  5.4561  27.8753
Si  -0.024  8.2206  27.9235
Si  5.499  8.209  28.0145
Si  4.1018  1.3673  29.2963
Si  9.5708  1.3673  29.2963
Si  1.3673  4.1018  29.2963
Si  6.8362  4.1018  29.2963
Si  4.1018  6.8362  29.2963
Si  9.5708  6.8362  29.2963
Si  1.3673  9.5708  29.2963
Si  6.8362  9.5708  29.2963
Si  0  0  30.6635
Si  5.469  0  30.6635
Si  2.7345  2.7345  30.6635
Si  8.2035  2.7345  30.6635
Si  0  5.469  30.6635
Si  5.469  5.469  30.6635
Si  2.7345  8.2035  30.6635
Si  8.2035  8.2035  30.6635
Si  1.3673  1.3673  32.0308
Si  6.8362  1.3673  32.0308
Si  4.1018  4.1018  32.0308
Si  9.5708  4.1018  32.0308
Si  1.3673  6.8362  32.0308
Si  6.8362  6.8362  32.0308
Si  4.1018  9.5708  32.0308
Si  9.5708  9.5708  32.0308
Si  2.7345  0  0.6835
Si  8.2035  0  0.6835
Si  0  2.7345  0.6835
Si  5.469  2.7345  0.6835
Si  2.7345  5.469  0.6835
Si  8.2035  5.469  0.6835
Si  0  8.2035  0.6835
Si  5.469  8.2035  0.6835
Si  4.1018  1.3673  2.0507
Si  9.5708  1.3673  2.0507
Si  1.3673  4.1018  2.0507
Si  6.8362  4.1018  2.0507
Si  4.1018  6.8362  2.0507
Si  9.5708  6.8362  2.0507
Si  1.3673  9.5708  2.0507
Si  6.8362  9.5708  2.0507
Si  0  0  3.418
Si  5.469  0  3.418
Si  2.7345  2.7345  3.418
Si  8.2035  2.7345  3.418
Si  0  5.469  3.418
Si  5.469  5.469  3.418
Si  2.7345  8.2035  3.418
Si  8.2035  8.2035  3.418
Si  1.3648  1.3499  4.7996
Si  6.8477  1.355  4.7831
Si  4.1304  4.0859  4.71
Si  9.5797  4.106  4.8031
Si  1.3561  6.8461  4.7627
Si  6.7912  6.8668  4.8167
Si  4.0982  9.5361  4.8463
Si  9.4866  9.6558  4.7121
Si  2.6701  -0.0905  6.209
Si  8.1535  0.0025  6.2232
Si  0.0088  2.746  6.1854
Si  5.4927  2.7386  6.1024
Si  2.7467  5.4247  6.0376
Si  8.2059  5.4954  6.1386
Si  -0.1028  8.2636  5.9675
Si  5.3894  8.1552  6.3217
Si  3.889  1.5542  7.3398
Si  9.8008  1.168  7.4856
Si  1.6987  3.8569  7.4163
Si  6.6785  4.3086  7.4428
Si  4.2615  6.3865  7.5421
Si  9.3094  7.1729  7.3526
Si  0.9467  9.7126  7.4641
Si  6.9974  9.3494  7.5974
O  1.3846  4.1627  24.7249
O  6.8002  9.5828  24.6714
O  2.7931  2.6855  7.8351
O  8.1765  8.2373  7.9771
O  5.5114  5.3715  7.9258
O  -0.0573  0.0032  7.948
O  4.0195  6.9265  24.8702
O  9.7143  1.328  24.6555
O  1.1645  8.7706  8.8189
O  1.4223  4.6258  8.8492
O  9.2935  1.877  8.8809
O  6.3663  9.9712  9.0129
O  4.5664  0.9606  8.7009
O  3.4406  6.4803  8.9861
O  7.4243  3.793  8.8172
O  10.2882  6.6992  8.601
O  2.8129  2.0541  23.9312
O  5.001  0.4899  23.8302
O  7.9258  2.7923  23.5352
O  10.7969  6.312  24.0267
O  8.4521  7.644  23.9065
O  2.177  8.8977  24.5892
O  5.7379  5.3271  23.7928
O  0.7411  10.7958  23.6858
Si  2.9087  9.4559  18.1439
Si  3.9683  5.2115  19.9358
Si  -1.4793  3.9616  19.6483
Si  4.114  1.6333  23.0469
Si  12.6568  -1.3837  23.2067
Si  12.1115  -3.8525  16.735
Si  -0.0319  8.15  21.1415
Si  15.9571  -3.7441  15.0239
Si  3.6135  4.0279  12.3292
Si  -5.515  10.3619  14.5402
As  7.5353  -1.8829  17.5702
Si  6.0986  4.6064  13.8492
Si  7.9527  10.9456  13.0953
Si  0.2466  -3.2974  9.6045
Si  -1.0884  9.2676  11.8546
Si  -1.5188  10.2733  19.5009
Si  2.3917  -4.9666  14.2487
Si  1.1902  -0.1999  12.9419
Si  3.8936  0.7699  12.2045
Si  5.3695  4.4887  22.4523
Si  2.7517  1.3867  17.3431
Si  8.3629  2.9171  12.6972
Si  5.1113  7.4223  18.0197
Si  5.718  0.3893  9.6851
Si  5.1262  2.478  18.773
Si  -0.3515  1.746  17.6716
Si  -0.7442  1.3926  14.503
Si  0.9068  5.8407  19.3842
Si  6.537  0.0488  19.7825
Si  9.4417  6.5993  23.1493
Si  8.1639  3.8167  22.2875
Si  13.2565  5.6015  9.8184
Si  5.147  2.1988  15.8744
Si  3.7218  -0.425  20.9822
Si  0.434  8.0776  14.0533
Si  8.0634  2.5736  9.6871
O  4.9577  11.1136  11.1148
O  6.7065  -0.8418  13.6141
O  2.3961  5.1769  19.5398
O  1.2696  1.9679  17.6592
O  0.1938  -3.0723  15.6721
O  4.8228  6.719  16.5887
O  -5.6063  -0.7126  20.628
O  2.0718  6.0104  15.8636
O  5.1057  4.6502  12.5523
O  1.2693  6.6895  10.4507
O  6.1618  1.6389  19.7227
O  6.7261  -3.2707  18.2641
O  -0.7724  0.4219  18.5501
O  3.0548  9.7605  22.279
O  0.8221  8.4612  22.4568
O  7.4638  1.5394  12.772
O  9.1744  0.1497  14.1798
O  9.0411  3.1929  21.0556
O  3.6767  1.1324  21.5363
O  3.7971  2.4067  12.2279
O  6.7551  4.3229  21.5982
O  10.798  4.8074  20.0452
O  3.4986  2.1019  16.0664
O  5.7091  0.6701  15.5912
O  2.7903  -0.9043  19.6986
O  4.2308  0.081  13.6398
O  6.1742  6.126  14.4909
O  0.4552  6.1219  17.8366
O  2.645  -0.2337  17.1286
O  5.8  2.6602  17.3037
O  1.4427  -1.5814  13.7984
O  -0.8634  8.339  10.5596
O  0.0057  -0.469  11.8655
O  13.9411  4.6768  10.9681
O  5.5395  3.3848  14.8231
O  7.7468  -1.8715  15.9658
O  4.7926  3.9276  19.3906
O  8.8117  5.1313  22.9605
O  3.7326  6.8803  14.0748
O  -1.2751  7.2354  21.6571
O  8.0834  -0.1357  20.3308
O  -0.9383  -2.5976  13.2119
O  4.6255  -4.3965  19.2785
O  -6.7139  5.2392  21.5553
O  8.984  9.0034  18.5298
O  0.7661  0.9739  14.02
O  4.9659  2.9883  22.879
O  10.4714  -1.3404  20.5238
O  0.894  7.2861  20.1342
O  -5.8655  8.8429  15.0639
O  8.4261  -0.8845  11.8006
O  7.5888  4.1939  13.3418
O  -4.2879  -0.4927  18.2158
O  1.9591  8.2268  17.6323
O  10.1211  1.6723  16.1088
O  4.4236  8.8902  18.0406
O  13.3217  -10.6956  11.941
O  6.8987  1.4705  9.9209
O  1.1462  -4.2296  13.494
O  2.6514  4.4871  13.6015
O  9.7149  2.6866  13.6025
O  8.643  3.1616  11.1021
O  3.7223  1.6428  18.6438
O  -1.0876  2.9729  18.4207
O  -2.6953  4.9031  19.1075
H  -3.4395  5.0314  19.722

Results
free energy: -138760.291 eV
free energy less fixed offsets of As -4856.12, H -15.97, O -568.88, Si -635.61 eV per atom: 7.029 eV

Forces (eV/angstrom), in the order of the atoms: element, x, y, z
Si  0.0316  0.0441  -0.166
Si  0.0749  -0.0765  -0.0965
Si  -0.1054  0.0495  -0.0667
Si  0.0679  -0.0811  -0.115
Si  0.0544  -0.0892  -0.138
Si  -0.0596  0.1213  -0.0079
Si  0.0349  -0.0439  -0.1439
Si  -0.0845  0.0166  -0.0957
Si  -0.0493  0.0533  0.0379
Si  0.0105  -0.0375  0.0168
Si  -0.0041  0.0375  0.0487
Si  0.0119  0.0137  0.0477
Si  0.0548  -0.0057  0.0702
Si  -0.0616  0.0444  0.0187
Si  0.0088  -0.0006  0.0595
Si  0.0075  0.0137  0.0528
Si  0.0585  -0.0094  -0.024
Si  -0.0236  0.0318  0.0393
Si  0.0073  -0.0114  -0.0246
Si  -0.0082  0.014  -0.0108
Si  0.0049  -0.0176  -0.0457
Si  0.0013  -0.0238  -0.0317
Si  -0.0035  -0.0431  -0.024
Si  -0.008  -0.0494  -0.0567
Si  0.1766  0.2024  -0.1259
Si  -0.1609  -0.0134  -0.0246
Si  -0.1303  -0.2991  0.336
Si  0.037  -0.0482  -0.3806
Si  0.0931  -0.0945  0.4547
Si  -0.158  -0.0197  -0.205
Si  -0.0884  0.0347  -0.0663
Si  0.5874  0.2018  0.2564
Si  0.0446  0.0611  -0.0055
Si  0.0532  0.0627  -0.0321
Si  -0.0665  -0.0076  0.0175
Si  -0.0339  -0.0852  -0.0176
Si  0.0632  0.033  -0.0375
Si  0.0138  0.1008  0.016
Si  -0.0379  -0.0653  -0.023
Si  -0.0211  0.0439  0.0242
Si  0.0601  -0.0329  -0.002
Si  -0.016  0.0328  -0.0083
Si  -0.0268  0.0011  -0.0264
Si  0.0321  0.0237  -0.0388
Si  -0.0388  0.0072  -0.0024
Si  0.0211  -0.0174  0.0016
Si  -0.0031  -0.0419  -0.036
Si  0.0224  -0.0549  -0.0172
Si  -0.0044  -0.0001  0.0143
Si  -0.0264  0.0271  0.0223
Si  -0.039  0.0151  -0.0076
Si  0.0091  -0.0346  0.0286
Si  0.0323  0.0145  0.0284
Si  0.0077  -0.0106  0.0096
Si  0.0173  0.0342  0.0418
Si  -0.0402  0.0294  -0.0003
Si  -0.1046  -0.0201  0.0134
Si  0.1345  0.0469  -0.0457
Si  -0.0316  -0.0368  0.0025
Si  0.0314  0.0858  0.0167
Si  0.0124  -0.0067  -0.008
Si  -0.025  -0.0422  0.0401
Si  0.0158  -0.0151  0.047
Si  -0.0375  -0.1331  -0.0411
Si  -0.0683  0.3716  -0.3028
Si  -0.0942  -0.2152  0.2846
Si  -0.0483  -0.3178  -0.1713
Si  0.1317  -0.0161  0.0913
Si  -0.0063  -0.0688  -0.0486
Si  0.1989  0.2544  -0.2867
Si  0.1361  0.0222  0.0446
Si  -0.4791  0.0571  -0.1473
Si  0.0151  0.0043  0.0117
Si  -0.0039  0.0265  0.0754
Si  0.0042  -0.0197  0.0643
Si  0.0125  0.0322  0.0147
Si  -0.0228  0.0354  -0.0027
Si  0.0105  -0.0099  -0.0023
Si  -0.0336  -0.0107  0.027
Si  -0.0087  -0.0194  0.0323
Si  -0.023  0.013  -0.005
Si  0.0036  0.0023  -0.0527
Si  0.0249  -0.0423  -0.0038
Si  -0.0255  0.0169  -0.0502
Si  0.0613  -0.0621  -0.0649
Si  -0.059  -0.0121  -0.0275
Si  -0.0158  0.0375  -0.0575
Si  0.0289  0.0034  -0.0021
Si  -0.0838  0.12  0.0657
Si  0.0209  -0.0952  0.0164
Si  0.1406  -0.0693  0.0912
Si  -0.1243  0.0458  0.061
Si  0.0571  -0.0683  0.1207
Si  -0.0294  0.1412  0.1534
Si  -0.0576  0.0408  0.0758
Si  0.0294  -0.0442  0.0809
O  -0.0318  0.0363  0.0627
O  -0.0194  0.0329  0.0634
O  -0.0257  -0.0173  -0.062
O  -0.0067  -0.0478  -0.0788
O  0.0407  -0.0139  -0.0562
O  0.0418  -0.0206  -0.0449
O  -0.0213  0.0252  0.0999
O  -0.0074  0.0023  0.0878
O  -0.0072  0.0077  -0.0528
O  -0.011  -0.0285  -0.0601
O  -0.0057  0.0202  -0.0274
O  -0.0078  0.0147  -0.0421
O  0.0263  -0.0212  -0.0416
O  0.012  0.0087  -0.0739
O  0.0121  0.0029  -0.0524
O  -0.042  0.0023  -0.0794
O  0.0068  0.0066  0.0556
O  0.014  0.0078  0.0829
O  0.0053  -0.0121  0.1086
O  -0.029  -0.0354  0.0628
O  0.052  -0.0505  0.0333
O  0.0085  -0.016  -0.0764
O  -0.0188  0.0067  0.0496
O  0.0363  -0.0349  0.0532
Si  -0.0095  0.0027  0.0079
Si  -0.006  -0.0167  -0.0167
Si  -0.0285  0.0266  -0.0098
Si  -0.0112  -0.0113  -0.0816
Si  -0.0103  -0.0068  0.0977
Si  -0.0054  0.0008  -0.0033
Si  0.0026  0.0066  -0.0515
Si  -0.0234  -0.0112  -0.0179
Si  -0.0028  -0.0039  0.0398
Si  -0.0317  0.0284  -0.0372
As  0.017  -0.0033  -0.0628
Si  0.009  -0.0266  -0.0251
Si  0.0198  0.0163  -0.0243
Si  -0.012  0.0201  0.0946
Si  0.0094  0.0139  0.0288
Si  -0.0106  0.0109  0.0131
Si  -0.0122  -0.0111  -0.0273
Si  0.0024  -0.0019  -0.0144
Si  -0.0204  0.0003  0.0218
Si  0.003  0.0095  -0.0796
Si  0.0137  -0.0112  0.005
Si  -0.0129  -0.0166  0.0185
Si  -0.0218  -0.0067  0.0287
Si  -0.0257  -0.0147  0.0471
Si  -0.0035  0.0031  -0.0013
Si  -0.0078  0.0025  0.0015
Si  0.0062  0.0021  -0.0373
Si  0.0016  0.0074  0.0048
Si  -0.0034  0.008  0.0248
Si  -0.0189  0.0227  -0.0698
Si  0.0022  0.0479  -0.0813
Si  0.0025  -0.0043  0.0996
Si  0.015  0.0152  -0.0053
Si  -0.011  -0.0038  -0.0659
Si  0.003  0.0062  -0.0125
Si  0.0015  0.0111  0.0669
O  0.0111  -0.0044  -0.0384
O  0.0123  -0.0102  0.0087
O  0.0096  0.0014  0.0072
O  -0.0247  0.0006  0.0006
O  0.0002  -0.0005  0.0142
O  0.0036  -0.0088  0.0034
O  -0.0002  0.0048  0.0141
O  0.0029  0.0037  0.0142
O  -0.0048  0.0031  -0.0035
O  0.0014  -0.0014  -0.0502
O  0.007  -0.0032  -0.0024
O  0.017  0.0427  -0.0416
O  -0.0057  0.0102  -0.0046
O  0.0124  0.0353  0.0294
O  -0.0173  -0.0068  0.0332
O  0.0117  0.0003  -0.002
O  -0.0083  -0.0035  0.018
O  0.0004  0.0162  0.0265
O  0.0199  -0.0022  0.0598
O  0.0006  -0.006  -0.0073
O  0.0259  -0.016  0.0378
O  -0.0008  -0.0145  0.0157
O  -0.0073  -0.0004  -0.003
O  -0.0093  -0.0076  0.0096
O  0.0144  0.0007  0.0183
O  0.02  -0.0081  0.012
O  -0.0049  0.0279  0.0185
O  -0.0049  0.0055  -0.0079
O  0.002  -0.0013  -0.0017
O  -0.0022  -0.0161  -0.0044
O  -0.0124  -0.0052  0.007
O  0.025  -0.017  -0.0496
O  -0.0062  -0.0016  -0.0045
O  -0.0108  0.0262  -0.06
O  -0.0079  -0.0056  0.0183
O  -0.0289  -0.0131  0.1635
O  -0.0078  0.0081  0.0108
O  0.0179  0.0382  0.042
O  0.0213  0.0117  0.0142
O  -0.0173  -0.0378  0.0803
O  -0.0076  -0.0068  -0.0052
O  0.0057  -0.0121  0.0077
O  0.0115  0.0125  -0.0093
O  -0.0024  -0.0133  0.0276
O  -0.0358  -0.0028  -0.0341
O  -0.0142  0.0074  0.0165
O  -0.0091  -0.0079  0.0422
O  -0.0002  -0.0043  0.0075
O  -0.0158  -0.0038  0.0245
O  0.0159  -0.0115  0.0106
O  0.0047  0.0061  0.0034
O  -0.0035  0.0143  0.0043
O  0.0079  -0.0349  -0.0472
O  0.0089  0.0011  -0.0037
O  0.0036  0.0038  0.0317
O  0.007  -0.0065  -0.0045
O  0.0133  -0.0051  0.006
O  0.0024  0.0011  -0.0311
O  0.006  0.0012  0.0084
O  -0.0053  0.0089  0.0089
O  0.0025  -0.0075  0.0097
O  -0.0043  -0.0078  -0.0228
O  -0.0159  -0.0106  0.005
O  -0.0029  -0.0125  -0.0031
O  -0.0298  -0.0249  0.0616
H  0.0772  -0.0063  -0.0378

The program warned: the cutoff lies below the one the program advises for these potential files; the exchange-correlation potential is rough where the density is thin.
